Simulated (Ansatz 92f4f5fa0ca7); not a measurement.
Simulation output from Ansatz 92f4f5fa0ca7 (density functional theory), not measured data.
Periodic cell of 227 atoms, Si134O92H1, from a study of silicon, its oxide and their interface. The atomic structure is a simulated model.
Doubt: the cutoff is far below the 930 eV that the study's wrapper takes by default for these files, so forces and energies are approximate.
This geometry differs little from another in the collection (a relaxation step or a small displacement).

Settings
functional: PBE
potential files: Ansatz PAW
basis: plane waves
wave-function cutoff: 580 eV
density cutoff ratio: 5
exchange-correlation grid ratio: 1
k mesh: 1 x 1 x 1, Gamma-centred
self-consistency stop: 5e-08 eV per atom in the density residual
occupations: fixed
spin: none
net charge: +1 e, with a uniform compensating background and no finite-size correction

Cell vectors (angstrom)
a	10.938	0	0
b	0	10.938	0
c	0	0	32.049

Atoms: element, x, y, z (angstrom)
Si	0.2618	-0.2055	24.5173
Si	5.9314	-0.1243	24.4464
Si	2.2927	2.9737	24.7614
Si	7.7859	3.0663	24.7745
Si	0.1122	5.3101	24.6533
Si	5.5929	5.3882	24.6106
Si	2.4559	8.4401	24.4901
Si	7.9269	8.3061	24.3928
Si	1.2908	1.3065	26.0144
Si	6.8385	1.3534	26.0439
Si	4.0069	4.1564	25.8884
Si	9.4822	4.1779	25.9664
Si	1.3444	6.8936	25.9053
Si	6.7842	6.9091	25.9226
Si	4.1255	9.6628	25.68
Si	9.5447	9.5198	25.7213
Si	2.7836	-0.0126	27.2445
Si	8.2689	-0.0434	27.2581
Si	-0.0707	2.7563	27.2901
Si	5.3934	2.7639	27.2732
Si	2.7042	5.522	27.2818
Si	8.1471	5.5473	27.3057
Si	-0.0532	8.2291	27.2365
Si	5.3999	8.2823	27.2217
Si	4.1018	1.3673	28.6308
Si	9.5708	1.3673	28.6308
Si	1.3673	4.1018	28.6308
Si	6.8362	4.1018	28.6308
Si	4.1018	6.8362	28.6308
Si	9.5708	6.8362	28.6308
Si	1.3673	9.5708	28.6308
Si	6.8362	9.5708	28.6308
Si	0	0	29.998
Si	5.469	0	29.998
Si	2.7345	2.7345	29.998
Si	8.2035	2.7345	29.998
Si	0	5.469	29.998
Si	5.469	5.469	29.998
Si	2.7345	8.2035	29.998
Si	8.2035	8.2035	29.998
Si	1.3673	1.3673	31.3653
Si	6.8362	1.3673	31.3653
Si	4.1018	4.1018	31.3653
Si	9.5708	4.1018	31.3653
Si	1.3673	6.8362	31.3653
Si	6.8362	6.8362	31.3653
Si	4.1018	9.5708	31.3653
Si	9.5708	9.5708	31.3653
Si	2.7345	0	0.6835
Si	8.2035	0	0.6835
Si	0	2.7345	0.6835
Si	5.469	2.7345	0.6835
Si	2.7345	5.469	0.6835
Si	8.2035	5.469	0.6835
Si	0	8.2035	0.6835
Si	5.469	8.2035	0.6835
Si	4.1018	1.3673	2.0507
Si	9.5708	1.3673	2.0507
Si	1.3673	4.1018	2.0507
Si	6.8362	4.1018	2.0507
Si	4.1018	6.8362	2.0507
Si	9.5708	6.8362	2.0507
Si	1.3673	9.5708	2.0507
Si	6.8362	9.5708	2.0507
Si	0	0	3.418
Si	5.469	0	3.418
Si	2.7345	2.7345	3.418
Si	8.2035	2.7345	3.418
Si	0	5.469	3.418
Si	5.469	5.469	3.418
Si	2.7345	8.2035	3.418
Si	8.2035	8.2035	3.418
Si	1.4391	1.3002	4.7665
Si	6.8438	1.3587	4.8466
Si	4.1831	4.0072	4.743
Si	9.565	4.0896	4.8191
Si	1.3782	6.8214	4.7524
Si	6.8801	6.8052	4.8043
Si	4.1258	9.5805	4.8298
Si	9.604	9.543	4.7404
Si	2.7847	-0.0073	6.2789
Si	8.249	-0.0656	6.1259
Si	0.0476	2.6615	6.0602
Si	5.4727	2.7063	6.2977
Si	2.7765	5.3903	5.9636
Si	8.2245	5.4496	6.2787
Si	0.061	8.2227	6.124
Si	5.5367	8.2208	6.1539
Si	3.8242	1.6328	7.6823
Si	9.9103	1.0299	7.3598
Si	1.621	3.8591	7.2989
Si	6.5018	4.4022	7.5975
Si	4.2767	6.5923	7.2527
Si	9.4485	7.1183	7.4688
Si	1.2021	9.7241	7.5735
Si	7.1638	9.3046	7.5225
O	5.3718	5.5592	7.877
O	0.0606	-0.0725	7.9585
O	2.6925	2.802	7.9635
O	8.2872	8.179	7.9646
O	1.3591	9.5932	23.9881
O	6.6533	4.1639	24.2634
O	6.907	9.5632	23.9285
O	2.7676	2.3783	23.2794
O	6.6444	9.935	8.9578
O	0.9192	4.6223	8.5546
O	1.7513	9.1004	9.0149
O	6.7911	3.929	9.1581
O	10.2785	6.7171	8.8528
O	4.226	1.1191	9.2051
O	3.3933	7.1543	8.4872
O	9.2141	1.7387	8.6659
O	5.7899	0.9824	23.1595
O	8.2223	2.4232	23.2914
O	12.0302	4.0271	24.3436
O	5.1785	6.1578	23.1759
O	8.3494	7.4013	23.0296
O	8.1371	3.9986	18.9359
O	2.9593	7.6336	23.1257
O	10.6761	0.6794	23.2132
Si	7.1166	10.3492	10.4683
Si	4.5532	12.0221	10.8113
Si	7.9468	4.9857	17.6195
Si	-0.2104	7.3358	19.7559
Si	4.1409	13.4834	15.3329
Si	0.2699	1.1266	17.6014
Si	12.7133	1.9731	19.8839
Si	5.655	1.7454	21.7583
Si	7.1146	3.4213	15.0647
Si	3.7337	-2.1624	18.1603
Si	4.3209	0.2351	19.434
Si	7.9987	4.0539	10.2411
Si	9.1941	1.4879	10.2723
Si	10.655	5.2366	9.4311
Si	-0.1848	6.9268	13.8588
Si	5.9155	6.986	17.3852
Si	10.5017	1.0557	21.6521
Si	2.7354	7.9718	9.6877
Si	7.0206	-0.0478	18.0639
Si	6.9451	2.9052	19.1522
Si	14.0641	3.4213	22.0814
Si	11.3795	1.3296	12.3211
Si	7.5412	-2.0643	15.7616
Si	9.9852	2.4166	14.9146
Si	2.6011	10.7319	16.0386
Si	1.2075	-1.3845	13.4104
Si	7.8255	5.7478	12.9318
Si	-1.4474	10.2103	19.5703
Si	8.4955	3.1992	21.9064
Si	9.9327	-3.9831	16.695
Si	3.7444	6.4013	22.4105
Si	1.5344	5.7389	11.6701
Si	4.3425	15.3268	17.8906
Si	3.8239	9.3688	12.0241
Si	9.2118	6.2253	22.2633
Si	2.7198	6.4036	19.5635
Si	3.0743	3.1775	12.4567
Si	6.6344	-2.366	12.9099
O	7.92	-0.9683	19.0994
O	-0.481	8.9422	19.9176
O	13.9169	4.96	22.562
O	10.4867	1.7261	16.3047
O	2.7458	7.5085	18.3595
O	3.9457	8.6231	10.5769
O	8.2162	2.6072	10.9579
O	-0.777	0.1537	18.3787
O	7.1816	9.0622	11.4645
O	5.3857	0.0479	18.2059
O	3.5341	-1.1834	19.4714
O	-0.0536	8.532	13.566
O	4.2771	13.4663	11.543
O	0.049	6.755	15.4844
O	7.829	5.179	11.4064
O	3.1491	4.9497	18.8816
O	9.2917	4.383	9.3096
O	0.7969	2.3144	18.6237
O	-2.0015	8.192	16.3084
O	4.6947	3.0425	21.7111
O	-5.8545	9.0609	13.0134
O	14.3946	-1.4343	16.7239
O	1.7581	13.1841	12.3969
O	5.2946	0.5847	20.6991
O	-0.2616	1.6551	10.9001
O	7.205	6.3371	18.1625
O	7.3048	10.2911	16.5738
O	0.1745	5.1449	10.9873
O	12.591	-0.7317	14.8402
O	9.6204	-4.2803	20.7472
O	6.7359	6.9528	12.9898
O	6.094	11.5129	10.9918
O	3.4683	14.2204	14.0487
O	-1.5596	0.0873	20.9801
O	8.3551	2.3897	14.9909
O	5.2494	8.1586	18.2829
O	5.7486	13.4751	15.0243
O	14.1495	1.4087	19.3297
O	9.2862	-4.589	13.4063
O	8.631	-0.0065	10.5428
O	1.2045	-4.3352	20.1737
O	2.5227	8.8078	12.8193
O	6.3871	7.7229	16.0122
O	-0.3414	7.1379	18.1502
O	1.9481	6.9612	10.6844
O	4.9076	5.7307	17.1356
O	7.2771	4.5785	13.9393
O	3.5799	11.9511	15.5374
O	3.7946	6.6891	20.7904
O	10.4043	12.5265	13.5988
O	7.0746	4.1285	16.5554
O	11.7078	-0.2521	12.3493
O	11.9321	0.9134	20.8669
O	-1.6585	5.4412	16.834
O	10.648	3.8969	14.7769
O	13.0718	3.2616	20.8068
O	7.0885	2.5711	20.9354
O	7.3877	12.4856	18.3905
O	12.0153	6.1964	13.1601
O	8.3734	4.8039	21.9834
O	3.6518	10.9559	11.6763
O	5.4811	3.5537	18.8399
O	1.5938	11.2172	17.2169
O	7.5014	9.2003	14.1705
O	2.7426	4.6594	11.8544
O	9.8951	2.5911	21.3608
O	3.8241	3.3685	16.735
O	10.5084	5.8844	23.1901
H	10.5696	4.4715	15.5583

Results
free energy: -137528.913 eV
free energy less fixed offsets of H -15.97, O -568.88, Si -635.61 eV per atom: -4.243 eV

Forces (eV/angstrom), in the order of the atoms: element, x, y, z
Si	-0.0221	0.0245	0.0883
Si	-0.0422	0.1274	0.1899
Si	0.0768	-0.0672	0.1347
Si	0.078	-0.0706	0.1106
Si	-0.0299	0.0614	0.0386
Si	-0.0329	-0.0194	0.0564
Si	0.009	-0.0211	0.0241
Si	-0.0384	0.0325	0.0267
Si	0.0119	-0.0019	-0.0668
Si	0.0151	-0.0538	-0.1604
Si	-0.0134	-0.0161	-0.0641
Si	-0.095	-0.0166	-0.0709
Si	-0.0145	0.0002	-0.0294
Si	0.0079	-0.0045	-0.0027
Si	0.0407	-0.0132	-0.0364
Si	0.0133	0.0226	-0.0222
Si	-0.0007	0.0214	0.0094
Si	0.0141	0.0175	-0.0041
Si	-0.0027	-0.0425	0.0229
Si	-0.0086	0.0008	0.0189
Si	0.0269	0.0222	0.0142
Si	0.0125	-0.0003	-0.0028
Si	-0.0171	-0.0118	0.0197
Si	-0.0283	-0.001	-0.011
Si	-0.1306	-0.0204	0.2206
Si	-0.0422	-0.1692	0.3037
Si	-0.1458	0.0741	-0.034
Si	-0.2634	0.0565	0.0079
Si	-0.0477	0.3591	-0.0207
Si	-0.0146	0.2706	0.2153
Si	0.052	-0.0624	-0.2913
Si	-0.0222	0.0302	-0.2074
Si	0.0846	0.1479	-0.0126
Si	0.1156	0.0865	-0.0111
Si	-0.0484	-0.0868	-0.0167
Si	-0.0465	-0.146	-0.0239
Si	0.0319	-0.0364	-0.0095
Si	0.042	0.0024	-0.0096
Si	0.0013	-0.1067	0
Si	-0.0055	-0.0817	0.0088
Si	-0.0106	-0.0061	0.0111
Si	-0.0442	0.0549	-0.0012
Si	-0.0298	0.0355	-0.0263
Si	-0.0027	0.0571	-0.0405
Si	-0.0179	0.0249	-0.0142
Si	0.0186	-0.0022	-0.0038
Si	-0.0759	0.0178	-0.0376
Si	-0.0229	0.0013	-0.03
Si	0.0776	-0.0047	0.0192
Si	0.0348	0.0218	0.0208
Si	-0.0127	-0.0155	0.0132
Si	0.0243	-0.0464	0.0276
Si	-0.0139	-0.0145	0.0237
Si	0.0306	-0.0523	0.011
Si	0.0394	-0.0629	0.0194
Si	0.0099	-0.0221	0.0097
Si	-0.0813	0.0542	-0.0515
Si	0.0425	0.025	0.0552
Si	-0.0251	-0.0077	0.065
Si	-0.0055	0.0879	-0.0237
Si	-0.0002	0.0262	0.0586
Si	-0.0682	-0.0011	-0.0368
Si	-0.0428	0.0479	-0.0412
Si	0.0112	-0.012	0.0582
Si	0.2286	-0.0611	-0.2596
Si	0.0046	0.1763	0.282
Si	0.2431	-0.3859	-0.2937
Si	-0.1434	-0.0019	0.3036
Si	-0.2621	-0.0669	0.0369
Si	0.3341	-0.1131	-0.0243
Si	0.1592	0.1945	0.1329
Si	0.0835	-0.2886	-0.1553
Si	-0.0164	-0.0067	-0.006
Si	-0.0212	0.014	-0.0019
Si	-0.0499	0.0115	-0.0534
Si	-0.02	0.0417	0.0145
Si	-0.0235	0.0214	0.0004
Si	0.0458	0.0226	-0.0244
Si	-0.0211	0.0123	0.0075
Si	0.0123	-0.0053	-0.0158
Si	0.0294	-0.0497	-0.0049
Si	-0.0071	0.0126	0.0094
Si	-0.0249	-0.0128	0.0124
Si	0.0468	-0.0839	-0.0158
Si	-0.0421	0.0291	0.0023
Si	0.0187	-0.0545	-0.0017
Si	0.0357	-0.0173	-0.0004
Si	-0.0439	0.0428	0.0157
Si	0.0094	-0.026	-0.0273
Si	0.0161	0.05	-0.0344
Si	-0.0814	0.02	-0.1167
Si	0.1665	-0.0373	-0.0516
Si	-0.0671	0.1612	-0.2562
Si	-0.0137	-0.0287	-0.0248
Si	-0.0356	0.0587	-0.0939
Si	-0.0217	-0.0011	-0.0268
O	0.1249	-0.1094	0.0491
O	0.0243	-0.0316	0.0411
O	0.0743	-0.0625	0.0206
O	0.0042	-0.0136	0.0071
O	0.0076	-0.0057	-0.047
O	-0.0264	0.0238	-0.0506
O	0.0314	-0.0224	-0.0977
O	-0.0177	0.0019	-0.0308
O	-0.0008	0.021	0.0401
O	0.0198	0.0252	0.0755
O	-0.0258	0.0195	-0.0022
O	-0.0099	-0.0087	0.0834
O	0.0039	0.015	0.0019
O	0.0102	-0.0166	0.0694
O	-0.0107	-0.0679	0.0477
O	-0.019	0.0018	0.0458
O	-0.0269	-0.0653	0.019
O	0.0088	0.0566	0.0331
O	-0.0045	0.0118	-0.0558
O	-0.0176	0.0173	-0.0347
O	0.0172	-0.0011	0.0052
O	0.0062	0.0456	-0.0474
O	-0.0059	0.0045	-0.0048
O	0.0117	-0.0111	-0.0155
Si	-0.0057	-0.0087	-0.0093
Si	-0.0122	-0.0055	-0.0003
Si	-0.0062	-0.0354	0.0345
Si	-0.0131	-0.0086	0.0075
Si	0.016	-0.0046	-0.0028
Si	-0.0198	-0.0101	-0.0132
Si	0.0262	0.0042	0.0105
Si	0.0235	-0.0027	-0.0638
Si	-0.0021	-0.0136	0.0107
Si	0.0099	0.0115	-0.014
Si	0.0907	0.0319	0.0748
Si	0.0081	0.002	0.0223
Si	0.0049	-0.0024	-0.0285
Si	-0.0394	0.0148	0.0195
Si	-0.0071	0.0109	0.0058
Si	-0.0008	-0.0166	-0.0315
Si	-0.0313	0.035	0.0047
Si	-0.0538	0.0857	0.1551
Si	0.0009	0.1115	-0.0017
Si	0.0866	-0.0477	0.0612
Si	0.0788	0.0022	-0.0083
Si	-0.01	0.0107	0.0159
Si	-0.0167	0.007	0.0088
Si	-0.0189	0.0136	-0.0122
Si	0.0116	0.0037	-0.0078
Si	-0.0066	0.0024	0.0092
Si	-0.0043	-0.025	0.0042
Si	-0.039	0.0275	-0.0095
Si	-0.1358	-0.0404	0.0176
Si	-0.0147	-0.0168	-0.0189
Si	0.011	-0.0241	0.0041
Si	-0.0134	0.015	0.0012
Si	0.0406	-0.0112	0.003
Si	0.0024	0.0058	0.0142
Si	-0.0503	-0.061	-0.0244
Si	0.0202	-0.0068	-0.0076
Si	-0.0064	-0.013	0.0238
Si	0.011	0.0058	0.013
O	0.0142	-0.0208	0.0082
O	0.0122	-0.0105	0.0078
O	-0.0033	0.0113	0.0021
O	0.0003	0.0113	-0.0101
O	-0.0073	0.0083	0.0093
O	0.013	0.0111	0.016
O	-0.0006	-0.0032	-0.0004
O	0.0239	0.0087	0.0007
O	-0.0035	-0.0044	-0.0077
O	-0.0068	-0.0147	0.0116
O	-0.0021	-0.0117	-0.0114
O	0.007	-0.0135	-0.0007
O	0.0045	0.0044	-0.0091
O	0.0128	0.0035	-0.0077
O	0.0002	0.0071	-0.0008
O	-0.0126	0.0044	0.0088
O	-0.008	-0.0031	-0.0103
O	-0.0103	0.0038	-0.0039
O	0.0046	0.0003	0.0115
O	-0.079	-0.0142	0.0145
O	-0.0053	0.0003	-0.0023
O	-0.0128	0.0071	0
O	0.0116	0.0052	-0.0033
O	-0.0679	0.0243	-0.0504
O	-0.0009	0.0008	-0.0073
O	-0.0037	0.0163	0.0054
O	0.004	-0.0302	0.0002
O	0.0068	-0.0032	0.0293
O	-0.0123	-0.0073	-0.0079
O	0.0257	0.0216	-0.0245
O	-0.0034	-0.0025	-0.0092
O	-0.0026	0.0063	-0.0063
O	-0.0118	0.0034	-0.0163
O	0.0247	-0.0192	-0.0154
O	0.0313	0.0038	0.0019
O	-0.0001	-0.0023	0.0195
O	-0.0093	0.0039	0.0034
O	-0.0126	-0.0013	0.0053
O	-0.0032	0.0004	-0.0066
O	-0.0021	-0.0002	0.0041
O	-0.0076	0.0049	0.0038
O	0.0024	-0.0025	-0.0134
O	0.0153	0.0177	-0.0009
O	-0.0038	-0.0002	-0.0078
O	-0.0251	-0.0298	0.0376
O	-0.0032	0.0167	0.0129
O	0.0058	0.0268	-0.0248
O	0.0017	0.0087	0.0103
O	-0.0133	0.0054	-0.0192
O	0.0058	0.0079	0.006
O	-0.0039	-0.0205	-0.0186
O	0.0008	-0.0027	-0.0061
O	0.0108	-0.0059	-0.0086
O	0.028	0.0232	0.0172
O	-0.0123	-0.0202	0.0114
O	-0.0258	-0.0122	-0.0179
O	0.0367	-0.0021	-0.0751
O	-0.0031	-0.0771	-0.0245
O	-0.0004	0.0042	0.005
O	0.0634	0.0747	0.0431
O	-0.0016	-0.0106	-0.0004
O	-0.0972	0.0566	-0.0476
O	0.0066	-0.0041	0.0052
O	-0.0056	0.0019	-0.0248
O	0.0118	-0.0062	-0.0114
O	0.0822	-0.0369	0.0055
O	-0.0125	-0.0186	-0.0125
O	0.0153	-0.0087	0.0015
H	0.0083	-0.0041	-0.0374

The program warned: the cutoff lies below the one the program advises for these potential files; the exchange-correlation potential is rough where the density is thin.
